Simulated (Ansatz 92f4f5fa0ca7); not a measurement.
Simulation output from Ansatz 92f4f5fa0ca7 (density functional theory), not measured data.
Periodic cell of 240 atoms, Si148O92, from a study of silicon, its oxide and their interface. The atomic structure is a simulated model.
Doubt: the cutoff is far below the 930 eV that the study's wrapper takes by default for these files, so forces and energies are approximate.
This geometry differs little from another in the collection (a relaxation step or a small displacement).

Settings
functional: PBE
potential files: Ansatz PAW
basis: plane waves
wave-function cutoff: 580 eV
density cutoff ratio: 5
exchange-correlation grid ratio: 1
k mesh: 1 x 1 x 1, Gamma-centred
self-consistency stop: 5e-08 eV per atom in the density residual
occupations: fixed
spin: none
net charge: 0

Cell vectors (angstrom)
a, 11.6015, 0, 0
b, 0, 10.938, 0
c, 0, 0, 32.3664

Atoms and the computed forces on them: element, x, y, z (angstrom), force x, y, z (eV/angstrom)
Si, -0.1854, 0.3064, 23.6242, 0.0507, -0.0403, 0.0303
Si, 3.3376, -0.1833, 23.6247, -0.0049, -0.0112, -0.0012
Si, 7.8848, -0.3598, 23.7163, 0.0087, -0.0272, 0.0342
Si, 1.7486, 1.4618, 23.3887, 0.0132, 0.0095, -0.0008
Si, 5.1795, 1.2356, 23.6248, -0.0215, 0.0227, -0.0004
Si, 8.9488, 1.7466, 23.7371, -0.0374, -0.041, -0.0155
Si, 0.5131, 5.729, 23.6467, -0.012, 0.0055, 0.0363
Si, 4.2376, 5.3996, 23.8089, -0.0234, 0.0094, 0.0387
Si, 8.2231, 5.6691, 23.8276, -0.0138, 0.0107, 0.0136
Si, 2.4899, 6.9365, 23.9918, -0.0016, 0.0224, 0.0067
Si, 6.1649, 6.7946, 23.6721, 0.0087, -0.0064, 0.0316
Si, 10.1612, 7.0066, 23.7927, -0.0035, -0.0057, 0.0295
Si, 1.8626, 2.754, 25.4453, -0.009, -0.0071, -0.0268
Si, 5.7199, 2.6655, 25.5573, -0.0016, -0.0109, 0.0136
Si, 9.5063, 2.9001, 25.7173, 0.0054, 0.0165, 0.0111
Si, -0.029, 4.1455, 25.4475, 0.0074, 0.0037, -0.0097
Si, 3.8503, 4.0443, 25.6781, 0.0109, 0.0112, -0.0314
Si, 7.619, 4.2096, 25.642, 0.0054, 0.0179, -0.0192
Si, 1.9361, 8.3435, 25.7733, 0.0102, -0.0241, -0.0363
Si, 5.8019, 8.2054, 25.5814, 0.0037, 0.009, -0.0202
Si, 9.8312, 8.2727, 25.7339, -0.0202, -0.0059, -0.0158
Si, 0.0092, 9.7852, 25.6154, -0.016, 0.0066, -0.0247
Si, 3.8499, 9.6319, 25.6605, 0.0035, -0.0059, -0.0324
Si, 7.8101, 9.439, 25.7343, 0.0161, 0.0132, -0.0279
Si, 0.0561, 0.0908, 27.5812, -0.0089, -0.0064, 0.008
Si, 3.9125, 0.0606, 27.5547, -0.0097, 0.0012, 0.0002
Si, 7.7859, 0.0056, 27.5469, -0.0001, -0.0074, 0.0014
Si, 1.9786, 1.4303, 27.4654, 0.0129, -0.0052, 0.003
Si, 5.8615, 1.3718, 27.5312, 0.0109, 0.0092, -0.0308
Si, 9.6924, 1.3997, 27.5374, 0.005, -0.0051, 0.0002
Si, -0.0115, 5.4182, 27.4876, -0.0109, 0.0159, -0.0023
Si, 3.8274, 5.4832, 27.5518, 0.0058, 0.0023, -0.0017
Si, 7.6673, 5.5399, 27.5664, -0.0054, -0.0027, 0.0016
Si, 1.8808, 6.8198, 27.5695, -0.0071, 0.003, -0.0038
Si, 5.7366, 6.8716, 27.5368, 0.0066, -0.0145, -0.0029
Si, 9.687, 6.7974, 27.5587, 0.0224, 0.0006, -0.0016
Si, 1.9336, 2.7345, 29.4671, 0.0799, 0.1354, -0.2159
Si, 5.8008, 2.7345, 29.4671, 0.1277, 0.1101, -0.0677
Si, 9.6679, 2.7345, 29.4671, 0.0201, 0.1285, 0.1234
Si, 0, 4.1018, 29.4671, 0.029, -0.1414, -0.1625
Si, 3.8672, 4.1018, 29.4671, -0.1076, -0.0025, 0.1293
Si, 7.7343, 4.1018, 29.4671, -0.071, 0.0971, 0.0259
Si, 1.9336, 8.2035, 29.4671, -0.0669, 0.0079, 0.1621
Si, 5.8008, 8.2035, 29.4671, -0.1645, 0.1869, 0.0363
Si, 9.6679, 8.2035, 29.4671, -0.0103, -0.0106, 0.0285
Si, 0, 9.5708, 29.4671, 0.0529, 0.089, -0.0194
Si, 3.8672, 9.5708, 29.4671, 0.0356, 0.102, -0.0222
Si, 7.7343, 9.5708, 29.4671, 0.0664, -0.0109, 0.0585
Si, 0, 0, 31.4007, 0.0147, 0.0777, 0.032
Si, 3.8672, 0, 31.4007, -0.0551, 0.0389, 0.0036
Si, 7.7343, 0, 31.4007, 0.0107, 0.013, 0.0244
Si, 1.9336, 1.3673, 31.4007, 0.0295, -0.08, -0.073
Si, 5.8008, 1.3673, 31.4007, -0.0076, -0.0955, 0.0128
Si, 9.6679, 1.3673, 31.4007, -0.0322, -0.047, 0.0269
Si, 0, 5.469, 31.4007, -0.0063, 0.0735, -0.0709
Si, 3.8672, 5.469, 31.4007, 0.0284, 0.0531, -0.0191
Si, 7.7343, 5.469, 31.4007, 0.0033, 0.0601, -0.0165
Si, 1.9336, 6.8362, 31.4007, -0.0037, 0.0063, 0.0369
Si, 5.8008, 6.8362, 31.4007, 0.0074, -0.0295, 0.0221
Si, 9.6679, 6.8362, 31.4007, 0.0061, -0.0664, 0.0551
Si, 1.9336, 2.7345, 0.9679, -0.1031, -0.0128, -0.2088
Si, 5.8008, 2.7345, 0.9679, 0.0085, -0.0394, 0.1997
Si, 9.6679, 2.7345, 0.9679, -0.0352, -0.1156, 0.1849
Si, 0, 4.1018, 0.9679, 0.0109, -0.0973, -0.1771
Si, 3.8672, 4.1018, 0.9679, 0.0042, -0.1107, 0.075
Si, 7.7343, 4.1018, 0.9679, 0.0362, -0.0308, 0.0917
Si, 1.9336, 8.2035, 0.9679, 0.0651, -0.059, 0.049
Si, 5.8008, 8.2035, 0.9679, 0.0182, 0.0584, -0.2146
Si, 9.6679, 8.2035, 0.9679, 0.0036, -0.0698, 0.2572
Si, 0, 9.5708, 0.9679, -0.0944, -0.0178, 0.3533
Si, 3.8672, 9.5708, 0.9679, 0.0416, -0.1211, -0.0655
Si, 7.7343, 9.5708, 0.9679, -0.0352, -0.0541, -0.0267
Si, -0.0416, -0.0462, 2.9782, 0.0055, 0.0075, -0.0144
Si, 3.8498, 0.0006, 2.8827, -0.0026, -0.0063, 0.0032
Si, 7.712, -0.0283, 2.9118, 0.0148, 0.0038, -0.0161
Si, 1.9099, 1.3115, 2.8455, 0.0005, -0.0073, -0.0092
Si, 5.7863, 1.3443, 2.9262, -0.0101, 0.0026, -0.0023
Si, 9.6358, 1.3474, 2.9286, 0.0001, 0.0064, 0.0102
Si, 0.0084, 5.4669, 2.8715, 0.002, 0.0028, -0.0025
Si, 3.8929, 5.4509, 2.9102, 0.0092, 0.0025, 0.0073
Si, 7.7333, 5.4558, 2.9223, -0.0042, 0.0022, -0.0032
Si, 1.9471, 6.8084, 2.8964, -0.0076, 0, 0.0045
Si, 5.8048, 6.805, 2.8523, 0.0056, -0.0106, 0.0016
Si, 9.6779, 6.8236, 2.943, -0.0012, -0.0115, -0.0062
Si, 2.0139, 2.7134, 4.6962, 0.0115, 0.0081, 0.0221
Si, 5.8256, 2.611, 4.9378, 0.0198, 0.0193, 0.0089
Si, 9.6383, 2.7586, 4.8389, 0.003, 0.0091, -0.0104
Si, 0.0194, 4.0103, 4.7107, 0.0029, 0.0004, 0.0081
Si, 3.9292, 4.0802, 4.8535, -0.0272, -0.0095, 0.0025
Si, 7.6707, 4.0718, 4.8543, 0.0049, 0.0097, 0.0268
Si, 1.8915, 8.1815, 4.8157, 0.0061, -0.0036, 0.0132
Si, 5.705, 8.1722, 4.7432, -0.0249, 0.0053, 0.0093
Si, 9.6302, 8.0806, 4.9656, 0.0092, 0.0207, -0.0019
Si, -0.0265, 9.543, 4.9866, -0.0064, -0.0154, 0.0094
Si, 3.817, 9.548, 4.784, 0.004, 0.0067, 0.02
Si, 7.7234, 9.451, 4.7835, 0.0021, 0.0051, 0.0409
Si, 0.557, -0.0437, 6.9354, 0.0026, 0.0003, -0.0309
Si, 4.0367, -0.1337, 6.7748, -0.0002, 0.013, -0.0373
Si, 8.0274, -0.2052, 6.7311, -0.0193, -0.0065, -0.0324
Si, 2.2949, 1.4411, 6.6476, 0.0135, 0.0056, -0.0216
Si, 6.025, 1.0582, 6.8252, -0.0221, -0.0138, -0.0179
Si, 9.5165, 1.5931, 6.8892, -0.0033, -0.006, -0.0196
Si, 0.128, 5.1471, 6.7363, -0.0077, -0.0346, -0.0111
Si, 3.6219, 5.3343, 6.8761, 0.002, -0.006, -0.0184
Si, 7.2935, 5.434, 6.7587, -0.0409, -0.0178, -0.0319
Si, 1.7841, 6.7644, 6.7061, 0.0114, 0.0277, -0.0378
Si, 5.5132, 6.8876, 6.7175, 0.0207, -0.0021, -0.0284
Si, 9.1412, 6.8173, 7.0022, -0.0894, 0.0472, 0.0028
O, 6.8671, 4.6083, 8.1465, 0.0055, -0.0081, 0.0411
O, 5.879, 8.04, 7.8931, -0.0029, 0.0171, 0.0133
O, 1.0834, 10.0858, 8.2755, -0.0039, -0.0251, 0.0288
O, 6.0155, 1.6847, 8.3845, 0.002, 0.0046, 0.0134
O, 1.6378, 7.5184, 8.1819, 0.0259, -0.0232, 0.0016
O, 10.3351, 5.7281, 7.3722, 0.0928, -0.0326, 0.0144
O, 12.1961, 3.9913, 7.8218, -0.0077, 0.0037, 0.0128
O, 8.5225, 9.7967, 8.0325, 0.0188, -0.0177, 0.0097
O, 3.9699, 9.8586, 8.1776, 0.0162, -0.0228, 0.0343
O, -0.6941, 0.898, 7.407, 0.0034, -0.0054, 0.0171
O, 3.2353, 4.2259, 8.1201, -0.011, 0.0105, 0.0187
O, 9.1156, 2.6206, 8.1221, -0.003, -0.0002, 0.0284
O, 5.0636, 2.1061, 22.2518, 0.0073, -0.014, 0.0026
O, 6.3354, 11.0511, 23.5093, -0.0167, 0.0015, -0.0198
O, 6.2244, 7.6237, 22.2323, 0.0114, 0.0191, -0.0388
O, 2.9821, 7.7698, 22.6182, 0.0111, 0.0089, -0.032
O, 10.2608, 7.7678, 22.3074, 0.0263, 0.0073, -0.0096
O, -0.9367, 10.3668, 22.4648, -0.0267, -0.0398, -0.0366
O, 8.6491, 4.9923, 22.3476, -0.0037, -0.0325, -0.0248
O, 8.0824, 2.4515, 22.5193, -0.0237, 0.002, -0.0055
O, 8.0645, 9.5811, 22.4076, -0.0176, -0.0055, -0.0217
O, 1.526, 4.0486, 19.9567, -0.0015, -0.0069, -0.0056
O, 1.6473, 2.1079, 21.8264, -0.0146, 0.0225, -0.0481
O, 0.8575, 5.4008, 22.0353, 0.0197, -0.0032, -0.0397
Si, 4.9106, 3.5287, 21.5044, 0.0093, 0.0203, 0.0271
Si, 1.0085, 8.1765, 12.0973, 0.0045, 0.0162, -0.0195
Si, 7.2525, 2.4186, 13.8545, -0.0003, 0.0016, -0.0075
Si, -0.6273, 9.0396, 21.5814, 0.0363, -0.001, 0.0132
Si, 6.4352, 0.8702, 9.7541, 0.0174, -0.0187, -0.0021
Si, 0.1542, 0.1393, 13.0035, 0, 0.0074, -0.004
Si, 3.8217, 6.6079, 18.8404, -0.0044, 0.0035, 0.0015
Si, 4.713, 9.3037, 19.7774, -0.0234, 0.0049, 0.0177
Si, -1.696, 3.6586, 14.5787, 0.0067, 0.0058, -0.0085
Si, 8.9874, 2.5996, 9.7622, 0.0048, 0.0038, 0.0001
Si, 5.6205, 7.1769, 11.2019, 0.0133, 0.0038, -0.0171
Si, 2.1583, 1.8403, 17.6491, -0.0157, 0.0004, 0.003
Si, -2.2786, 2.0979, 17.2528, 0.0087, 0.0155, 0.0102
Si, 0.4573, 2.3773, 10.884, 0.0003, -0.0011, -0.0186
Si, 8.2752, 8.2266, 11.8658, 0.0058, 0.0063, -0.0135
Si, 10.4007, 6.653, 13.4649, -0.0022, -0.0085, 0.0066
Si, 5.1864, 9.079, 8.9603, 0.0139, 0.0076, -0.0143
Si, 0.0195, -3.0711, 16.0401, 0.0019, -0.0002, -0.0032
Si, 0.7778, 8.6443, 8.9748, -0.0159, 0.0452, -0.0017
Si, -0.7495, 6.17, 18.4533, 0.012, -0.0083, -0.0016
Si, -1.6758, 3.2152, 19.2123, -0.0188, 0.0041, 0.0109
Si, 2.5875, 9.2065, 21.9374, -0.0144, -0.0133, 0.0242
Si, 1.9491, 3.1474, 8.2165, 0.0117, -0.0051, -0.0012
Si, 4.2784, -0.3268, 16.993, -0.0013, -0.0013, -0.0133
Si, 6.3383, 1.9528, 16.6763, -0.0008, 0.0056, -0.0005
Si, 7.0195, 8.7996, 21.4269, 0.0067, 0.0091, 0.0342
Si, 7.9416, 3.7657, 21.5533, -0.0111, 0.0463, 0.0321
Si, 9.1555, 8.4406, 8.7205, -0.0388, 0.0067, -0.0244
Si, 5.1606, 2.7622, 11.5306, 0.0057, 0.0007, 0.0002
Si, 8.8134, 10.6834, 13.7993, -0.0015, -0.0037, -0.0125
Si, 4.4492, 3.6491, 18.4868, -0.0016, -0.0074, 0.0191
Si, 3.1309, 7.8874, 16.0109, -0.0003, 0.0015, 0.0002
Si, 1.371, 5.575, 20.4909, -0.0022, -0.0047, 0.0068
Si, 9.6868, 10.1248, 16.7245, -0.0015, -0.0078, -0.0058
Si, 13.985, 3.6873, 12.8153, -0.012, 0.0002, 0.0072
Si, 3.3839, 6.6415, 13.2611, 0.0002, 0.0027, 0.007
Si, -4.7916, 4.6301, 9.7731, 0.0168, 0.0001, -0.0213
Si, 1.0166, 2.1315, 14.8937, -0.0115, -0.0039, 0.0007
Si, 1.0421, 2.546, 20.3606, 0.0222, -0.0007, 0.0248
Si, 9.1349, 8.5436, 19.2049, 0.0051, 0.0118, 0.0186
O, 7.7885, 1.5082, 17.2615, -0.0004, -0.0034, -0.0031
O, 7.86, -2.6981, 20.1592, 0.0111, 0.0017, -0.0226
O, 3.2611, -1.4305, 20.487, 0.0149, -0.0024, -0.0091
O, 4.676, 6.4343, 12.2891, -0.008, -0.0072, 0.0009
O, 6.6703, 8.0773, 12.0427, -0.0065, -0.0044, -0.0034
O, -1.3411, 5.186, 14.1496, -0.0004, 0.0009, -0.0042
O, -0.5998, 2.5452, 20.277, -0.0067, -0.001, -0.0161
O, 4.8829, 7.7277, 19.3719, -0.0023, -0.0177, -0.0122
O, 8.6404, 8.2817, 10.2697, -0.0141, -0.0113, 0.0497
O, -8.4568, 3.1377, 17.667, 0.001, 0.0005, -0.0061
O, 2.4837, 7.8766, 12.705, 0.0062, -0.0054, -0.0048
O, 12.6026, 9.0204, 21.5763, -0.0522, -0.004, -0.0185
O, -2.0779, 7.0868, 18.5959, -0.0017, -0.0039, -0.0084
O, 2.8816, 11.4196, 17.1461, -0.0013, -0.0027, 0.0025
O, 2.7758, 6.3093, 20.0695, 0.01, 0.0049, -0.0181
O, 4.6337, 5.2591, 18.4298, 0.0004, 0.006, -0.0073
O, 10.3714, 9.1843, 20.0801, -0.0172, -0.0013, -0.0314
O, 5.3674, 1.2493, 10.9361, -0.0133, 0.0134, 0.0101
O, 4.291, 3.1999, 20.0489, -0.008, -0.0012, -0.048
O, 10.7772, 8.4827, 8.8464, 0.0477, -0.0165, -0.0246
O, 1.2067, 8.5151, 10.523, -0.0034, -0.0054, 0.0377
O, 11.6303, -4.0507, 12.3906, -0.0023, -0.0061, -0.0026
O, -0.915, 7.6394, 14.7302, 0.0019, -0.0005, -0.0062
O, 0.2429, 6.4594, 19.7124, -0.0053, 0.003, -0.0178
O, 3.9913, 9.2816, 16.0941, -0.0014, -0.0023, -0.0011
O, 6.5534, 2.7681, 15.2862, 0.0005, 0.0006, -0.0057
O, 8.6524, 3.2258, 13.634, -0.0001, 0.0009, -0.0042
O, 4.8258, -0.7044, 18.4709, 0.0136, 0.0072, -0.0209
O, 7.9871, 12.2563, 10.1529, -0.006, 0.004, -0.0076
O, 5.8723, 9.7832, 20.8131, 0.0056, -0.0039, -0.0065
O, -10.0367, 1.5718, 19.1497, 0.0066, 0.0001, -0.015
O, 1.5426, 2.4611, 9.6506, -0.0168, -0.011, 0.012
O, 1.0052, 3.5179, 11.9331, 0.0122, 0.0064, 0.0065
O, 11.5606, 6.5594, 17.0324, -0.0009, 0.0051, -0.0123
O, 10.1879, 11.672, 16.9362, 0.0024, -0.0014, -0.0053
O, 8.2394, 3.9774, 10.2654, -0.0075, 0.002, -0.0029
O, -1.0438, 1.7107, 23.3872, 0.0542, 0.0481, -0.0299
O, -1.1166, 4.594, 18.5262, -0.0002, 0.0058, -0.0029
O, -1.1203, 13.5021, 10.4427, 0.0112, 0.0006, -0.0008
O, 13.1685, -2.7953, 15.6234, 0.0027, -0.0023, -0.0039
O, 0.3632, 9.4885, 12.8017, -0.0011, 0.0058, -0.0019
O, -2.5701, -3.93, 12.6528, 0.0029, -0.0038, -0.0044
O, 6.2603, 10.1941, 9.5139, -0.0035, 0.0119, -0.0028
O, 6.3871, 4.1908, 21.3476, -0.0016, -0.004, -0.0082
O, 8.8721, 10.0194, 15.3031, 0.0017, 0.0027, -0.0088
O, 3.1172, 7.1559, 17.4726, 0.0058, 0.0021, -0.0095
O, 1.0284, 2.1819, 16.522, 0.0026, 0.0019, -0.0167
O, -0.3328, 2.8304, 14.3356, 0.0064, 0, -0.0011
O, 5.5396, 3.7807, 10.3211, -0.0032, -0.0054, 0.0026
O, 3.6395, 3.0446, 11.9983, -0.0042, 0.0008, -0.0028
O, -1.3871, 11.4091, 13.4155, 0.0008, -0.0087, -0.0075
O, 5.411, 0.6476, 16.3435, 0.0006, 0.0039, -0.0074
O, 5.737, 13.883, 17.8109, 0.0039, -0.0036, -0.0105
O, 2.5531, 5.2567, 13.1639, 0.0046, -0.0017, -0.0105
O, 4.7156, 8.1397, 10.2179, -0.0005, -0.012, 0.0146
O, -2.1263, 3.305, 16.1272, -0.0043, -0.0069, -0.0034
O, -0.558, -1.7234, 16.7447, -0.0007, -0.0019, -0.0009
O, -7.8091, -3.9659, 14.8173, -0.0001, 0.0006, -0.0063
O, 13.8907, 13.8704, 14.2633, 0.0044, 0.0043, -0.0076
O, 1.0676, 0.615, 14.2778, 0.002, 0.0009, -0.0067
O, 8.6214, -1.3301, 12.616, 0.0052, 0.0141, 0.0128
O, 7.5821, 11.7571, 13.7575, -0.0032, -0.0003, -0.0059
O, 6.5441, 6.1374, 10.3317, -0.0133, 0.0077, 0.0097
O, 6.2029, 2.9537, 12.7526, 0.0025, -0.0017, -0.0022
O, 0.5603, 0.9166, 11.619, -0.0036, -0.0094, 0.0088
O, 3.9723, 4.5388, 22.3845, 0.007, -0.0184, -0.0368
O, 8.5854, 3.5309, 20.0955, 0.0364, -0.0247, -0.0692
O, 8.7739, 9.577, 17.9827, -0.0004, 0.0033, -0.0116

Results
free energy: -146402.098 eV
free energy less fixed offsets of O -568.88, Si -635.61 eV per atom: 5.142 eV

The program warned: the cutoff lies below the one the program advises for these potential files; the exchange-correlation potential is rough where the density is thin.
